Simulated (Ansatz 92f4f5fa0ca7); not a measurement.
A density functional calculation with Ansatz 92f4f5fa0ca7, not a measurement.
Periodic cell of 220 atoms, Si132O88, from a study of silicon, its oxide and their interface. The atomic structure is a simulated model.
This geometry differs little from another in the collection (a relaxation step or a small displacement).

Settings: functional r2SCAN; potential files Ansatz PAW; basis plane waves; wave-function cutoff 800 eV; density cutoff ratio 5; exchange-correlation grid ratio 1; k mesh 1 x 1 x 1, shifted by 0.5 0.5 0 of a step; self-consistency stop 1e-10 eV per atom in the density residual; occupations fixed; spin none; net charge 0.

Cell vectors (angstrom)
a	10.887	0	0
b	0	10.887	0
c	0	0	31.9615

Atoms: element, x, y, z (angstrom)
Si	0.0748	0.3467	-5.8613
Si	3.6269	3.2981	1.3224
Si	-0.0361	8.1032	2.7602
Si	6.9487	4.5528	-4.9931
Si	12.5449	-3.1817	-0.5962
Si	7.3394	-0.8685	-2.7869
Si	6.6169	7.6822	-0.7858
Si	9.4281	12.2393	-2.0321
Si	1.7617	1.6287	1.5927
Si	5.3953	2.5176	-0.3045
Si	3.7877	8.9084	-0.4522
Si	4.4832	10.0207	1.5635
Si	6.1621	0.9815	1.4815
Si	10.1042	4.6396	1.5914
Si	7.4149	7.542	1.4282
Si	7.9851	10.9515	2.7841
Si	0.1091	2.8151	2.7915
Si	2.8086	0.0415	2.9299
Si	0.9447	6.414	1.3757
Si	2.738	5.2937	2.4983
Si	5.2546	2.6032	2.9052
Si	9.1219	-1.6118	1.6591
Si	5.5805	8.3052	2.7514
Si	8.2225	5.6101	2.6335
Si	1.4744	4.1089	4.1624
Si	4.0524	1.3409	4.4117
Si	1.3497	9.486	4.0587
Si	4.1158	6.7655	3.8654
Si	6.789	4.122	3.9295
Si	9.4967	1.4176	4.003
Si	6.7807	9.5954	4.2746
Si	9.5086	6.8327	4.2042
Si	-0.0366	-0.0015	5.3762
Si	2.6936	2.7562	5.6226
Si	0.0323	5.4461	5.4773
Si	2.7437	8.094	5.3388
Si	5.4438	-0.0161	5.6584
Si	8.1448	2.7776	5.3623
Si	5.4386	5.4523	5.3431
Si	8.1661	8.2051	5.5492
Si	1.2896	1.3194	6.817
Si	4.1258	4.1335	6.8409
Si	1.3984	6.8117	6.805
Si	4.0267	9.4346	6.8108
Si	6.8474	1.4266	6.8343
Si	9.5272	4.0613	6.7748
Si	6.7696	6.7816	6.7846
Si	9.5452	9.5713	6.8459
Si	-0.0507	2.6727	8.1656
Si	2.6859	-0.0489	8.1419
Si	0.0211	8.1723	8.1669
Si	2.7353	5.4599	8.1996
Si	5.4479	2.7284	8.1937
Si	8.1967	0.0699	8.1966
Si	5.3881	8.1043	8.1548
Si	8.1542	5.4091	8.123
Si	1.3764	3.9973	9.4662
Si	4.0497	1.3197	9.5054
Si	1.358	9.5296	9.5468
Si	4.0783	6.7906	9.6034
Si	6.8242	4.0561	9.5293
Si	9.5324	1.3899	9.6366
Si	6.7356	9.561	9.3921
Si	9.5258	6.759	9.4722
Si	0.0734	0.0303	10.9419
Si	2.7083	2.6682	10.9017
Si	0.001	5.3159	10.8111
Si	2.6998	8.1901	10.9232
Si	5.4153	-0.0395	10.8558
Si	8.1304	2.7435	10.9813
Si	5.4585	5.3694	10.8893
Si	8.0786	8.1881	10.6748
Si	1.3601	1.4085	12.4169
Si	4.1446	3.9663	12.2568
Si	1.3859	6.6651	12.1183
Si	5.362	8.0581	13.5148
Si	6.7762	1.2882	12.259
Si	9.4787	4.1265	12.3433
Si	6.7806	6.8414	12.1075
Si	9.4722	9.4924	12.0146
Si	1.1027	4.3837	14.9129
Si	3.0207	0.2843	13.735
Si	-2.4816	7.2989	15.6043
Si	2.7602	5.3128	13.5428
Si	4.3126	6.451	14.9075
Si	9.5887	0.9436	14.9155
Si	-1.5642	18.3944	20.1573
Si	8.5446	6.0538	13.4278
Si	-0.1439	2.7245	13.7633
Si	5.3237	2.4522	13.695
Si	2.9251	6.4385	17.766
Si	10.7046	7.32	15.2007
Si	6.1986	4.2706	16.1496
Si	7.04	-1.8056	14.7117
Si	8.1519	10.7183	13.4609
Si	10.3207	7.5944	12.9916
Si	0.1568	-0.3475	31.5712
Si	-3.6935	4.7833	30.1407
Si	-10.3285	6.5546	28.5366
Si	0.2741	0.3542	18.2787
Si	15.3915	11.1838	29.4952
Si	0.2894	-5.9763	24.3224
Si	-14.2015	17.9826	25.2209
Si	9.4069	8.634	27.2005
Si	8.2035	4.274	17.7364
Si	-0.2657	-0.6279	20.9969
Si	-1.8368	2.745	25.4043
Si	-4.6731	8.9116	24.4011
Si	3.9785	3.9928	26.1832
Si	7.5754	7.7754	18.5204
Si	17.3432	21.116	17.4555
Si	-13.9606	11.606	21.614
Si	-6.9407	15.2078	18.3315
Si	4.3108	-9.8943	22.5545
Si	-9.2165	-11.2985	23.475
Si	3.262	8.0329	24.7362
Si	-3.9118	11.7913	23.824
Si	1.4575	14.0423	17.8157
Si	-8.4799	1.7982	27.6437
Si	-22.9391	3.7052	31.5022
Si	5.4006	-11.7837	21.6229
Si	4.7135	3.803	21.2718
Si	1.9136	17.1698	26.699
Si	7.6797	3.7614	20.8666
Si	-6.8399	9.5613	12.3026
Si	15.6404	8.5217	19.1299
Si	3.168	-5.8071	23.5318
Si	-10.8828	16.4153	18.4754
Si	1.1323	9.9192	15.8685
Si	-1.9632	5.929	22.6693
Si	-13.163	23.0282	17.074
Si	11.1665	14.4073	29.1401
O	-20.7701	8.316	-16.2489
O	-1.5919	0.0731	-10.3761
O	-0.6319	7.6338	-3.7809
O	18.1766	-1.903	-1.5274
O	5.5021	3.8788	-5.2697
O	3.1773	13.5123	-5.4736
O	-2.9303	-8.727	-11.118
O	-22.9968	-0.7231	0.3692
O	17.1506	25.5279	-0.9534
O	10.4038	5.9177	-8.6415
O	11.7573	9.1292	-0.6303
O	12.5424	-6.3989	-8.4004
O	-7.3871	11.7769	-3.5678
O	14.3313	18.5708	-13.2659
O	-6.3695	9.0725	-11.3333
O	-11.1314	-10.5862	30.143
O	-4.6135	25.7447	21.6393
O	-5.2158	-5.274	15.3656
O	-6.6579	-8.6155	21.5347
O	7.6474	20.2296	18.1113
O	-0.7045	19.7609	20.2883
O	-10.3025	4.0655	18.8378
O	4.6654	4.3152	19.7582
O	19.6044	4.6574	30.6495
O	6.9451	-4.8283	26.3308
O	-4.0966	17.2138	30.3207
O	22.0648	5.7527	15.2973
O	-14.1008	6.9709	17.0837
O	1.3072	11.6904	27.0293
O	5.8211	10.4919	28.82
O	-1.7507	23.9432	31.3238
O	-5.8052	31.6343	18.2386
O	-0.5505	-22.8031	26.6845
O	-3.835	0.8528	17.42
O	-26.6052	29.2982	19.085
O	-20.9872	34.396	17.6485
O	-3.777	4.5074	28.5669
O	-6.7272	-9.4982	14.2092
O	18.6211	4.3592	19.3325
O	12.5545	2.887	28.6066
O	8.7175	4.5489	21.8379
O	14.3598	17.7019	16.2712
O	3.1578	-16.545	26.8632
O	-20.5002	-4.5191	17.86
O	7.9269	2.0501	24.4603
O	14.9323	-6.6484	24.5923
O	15.6163	30.4305	25.0493
O	7.9165	6.1646	23.9199
O	24.7102	3.045	18.416
O	11.6884	20.9654	22.1795
O	2.5271	7.6824	26.1357
O	10.3754	-4.5581	19.7732
O	1.6263	14.71	16.353
O	15.9317	-6.9687	17.2207
O	5.9581	-1.9187	22.7816
O	-1.998	-3.1073	25.9142
O	0.4851	0.2603	19.8667
O	10.1773	14.5506	24.6546
O	2.4599	-0.4185	15.116
O	-5.9639	12.4412	30.4317
O	8.1039	-1.6415	27.9682
O	-12.2013	0.3045	17.9866
O	-11.8398	-19.3032	28.845
O	-5.4854	-9.4906	23.7283
O	8.7323	-3.7259	21.6336
O	10.7512	-21.9784	15.2193
O	12.0117	-0.7623	17.4798
O	-1.0479	1.5155	26.1005
O	-19.3697	-1.7589	23.9463
O	-14.8604	10.3854	24.7129
O	0.3087	-7.2048	30.7614
O	14.6782	37.4958	22.0838
O	17.0859	-1.0925	15.9328
O	17.6098	10.6287	20.8469
O	8.7969	13.6719	17.5273
O	11.5331	0.1312	24.6006
O	11.6728	5.6718	25.6663
O	11.997	22.507	32.3129
O	-2.6859	-18.0709	26.3887
O	14.1702	-4.2238	23.8636
O	-1.3373	5.2349	17.5698
O	-4.7263	13.9747	14.9882
O	-8.0704	11.5874	23.1446
O	3.7049	-0.838	30.3287
O	1.2585	-14.8459	29.9664
O	26.7802	7.882	31.1791
O	-0.0146	-5.8798	28.5601
O	-2.7644	11.4075	29.4951

Results
free energy: -134616.623 eV
free energy less fixed offsets of O -570.45, Si -639.56 eV per atom: 4.897 eV

Forces (eV/angstrom), in the order of the atoms: element, x, y, z
Si	-0.002	-0.0021	-0.0165
Si	0.0002	0.0085	0.0382
Si	-0.0035	-0.0028	0.0021
Si	-0.0043	0.0075	-0.0265
Si	-0.0258	-0.0034	-0.0528
Si	0.0047	-0.0079	-0.0392
Si	0.0023	0.0003	-0.0449
Si	0.0015	0.0022	-0.0276
Si	-0.0139	-0.0089	-0.0233
Si	0.0083	-0.0045	-0.0759
Si	0.0117	0.0295	-0.0293
Si	0.0087	0.0037	-0.0058
Si	-0.0021	-0.0096	0.0172
Si	-0.0055	0.0027	-0.0027
Si	0.0034	0.0028	0.0055
Si	-0.0151	0.0052	0.0067
Si	0.006	-0.0052	-0.0062
Si	-0.0024	0.0022	-0.0034
Si	0.0043	-0.0104	0.0027
Si	-0.0125	0.0008	0.0149
Si	-0.0043	0.0024	-0.0271
Si	0.0057	0.0031	-0.013
Si	-0.0088	0.0032	-0.0025
Si	0.0007	-0.0042	-0.0023
Si	0.003	0.0161	0.0026
Si	0.0041	0.0048	-0.0138
Si	-0.0033	0.0016	-0.0065
Si	-0.004	-0.0006	-0.0039
Si	-0.002	0.0037	0.0066
Si	-0.0027	-0.0025	0.002
Si	0.0081	-0.0013	0.0087
Si	-0.0002	-0.0052	-0.0069
Si	0.0066	-0.0002	-0.0073
Si	-0.0015	0.0042	0.0066
Si	0.0015	-0.0069	0.0042
Si	0.0035	0.0053	0.0017
Si	-0.0031	0.0004	0.0011
Si	-0.0056	0.0084	0.0006
Si	0.003	-0.0028	0.0042
Si	-0.0079	-0.0036	-0.0014
Si	-0.0026	-0.0029	0.0014
Si	0.0073	0.0029	-0.0012
Si	-0.0018	0.0011	-0.0035
Si	-0.0088	-0.0039	0.0001
Si	0.0026	0.0032	0.0004
Si	-0.0079	-0.0022	0.0012
Si	0.0002	-0.0042	0.0007
Si	0.0009	0.0004	-0.0008
Si	0.0037	-0.0013	0.0006
Si	0.003	0.008	0.0006
Si	-0.0048	-0.0042	0.0002
Si	-0.0006	-0.0032	-0.0008
Si	-0.0055	-0.0011	0.0005
Si	0.0029	0.0013	-0.0011
Si	0.0006	-0.0038	0.0005
Si	-0.0022	0.0021	0.0034
Si	0.0011	-0.0033	0.0037
Si	0.0021	0.0008	0.0034
Si	-0.0077	-0.005	0.0027
Si	-0.002	-0.0037	0.0015
Si	0.0023	-0.0019	0.0017
Si	-0.0064	-0.0033	-0.002
Si	-0.0052	0.008	0.0027
Si	0.002	0.0027	0.004
Si	-0.0049	0.0037	0.0027
Si	-0.0007	0.0042	-0.0066
Si	-0.0052	0.0002	-0.0089
Si	-0.0023	0.0003	0.005
Si	0.0018	-0.0029	-0.0011
Si	0.0063	0.0049	0.0038
Si	0.0005	0.0075	-0.0001
Si	0.0173	-0.0134	0.0116
Si	-0.0031	-0.001	-0.0005
Si	-0.003	-0.0027	0.0019
Si	-0.0026	-0.0002	0.0068
Si	-0.0023	-0.0057	-0.0027
Si	-0.0033	0.0057	0.0009
Si	0.0075	-0.0149	-0.0113
Si	-0.0034	0.0017	0.0045
Si	-0.0053	0.0008	0.011
Si	-0.0017	-0.0004	0.0208
Si	-0.0035	-0.0048	0.0171
Si	-0.0186	-0.0225	0.0362
Si	0.0042	0.0104	-0.0029
Si	-0.0087	-0.014	0.0374
Si	0.0046	0.0005	0.0036
Si	-0.0064	-0.0052	0.0186
Si	0.0268	0.0012	0.0066
Si	-0.0006	-0.0058	-0.0061
Si	0.0017	0.004	0.0201
Si	-0.0024	-0.006	0.0244
Si	0.0263	-0.0186	0.0467
Si	0.0007	0.0092	0.0214
Si	-0.0244	0.0201	0.0338
Si	-0.0003	0.0045	-0.0026
Si	-0.0325	-0.0195	-0.0131
Si	0.0049	-0.0099	-0.0458
Si	0.0044	-0.0049	-0.0434
Si	0.0004	0.0071	-0.029
Si	-0.0023	0.0018	0.0382
Si	-0.0008	0.0056	-0.0377
Si	-0.0006	-0.0001	-0.0045
Si	-0.0055	0.0115	-0.0073
Si	0.0013	0.0006	-0.0274
Si	0.0009	0.0195	0.0174
Si	-0.0043	-0.0057	0.0398
Si	-0.0012	-0.002	-0.012
Si	-0.0046	0.0048	0.0051
Si	-0.0019	0.0096	-0.0126
Si	-0.009	0.0079	0.0182
Si	-0.0042	-0.017	0.0272
Si	-0.0083	-0.0017	0.0353
Si	-0.0029	-0.0027	0.0377
Si	0.0042	-0.0124	0.0086
Si	0.0086	-0.002	0.0106
Si	0.0068	0.0054	-0.0023
Si	-0.0007	0.0032	-0.0139
Si	0.0086	0.0047	0.0447
Si	-0.0059	0.0014	-0.03
Si	0.0039	-0.0009	-0.0231
Si	0.0087	0.009	0.0313
Si	-0.0059	-0.0067	0.0359
Si	0.0051	0.0009	-0.0178
Si	-0.0003	-0.0115	0.033
Si	-0.0012	0.0011	0.0044
Si	-0.0016	0.0028	0.0415
Si	0.0024	0.005	0.0125
Si	-0.0053	-0.0063	0.0371
Si	0.0016	-0.0129	0.0357
Si	-0.0007	-0.0034	0.0235
Si	0.0002	0.0019	0.0487
Si	0.0133	0.0058	-0.0542
O	-0.0169	-0.0166	-0.0278
O	0.0066	-0.0009	-0.0105
O	0	-0.0046	0.0094
O	-0.0121	-0.0161	0.0288
O	0.0051	0.0011	0.0128
O	-0.0069	-0.0072	0.0155
O	0.0001	0.0142	-0.011
O	-0.0013	-0.0032	0.0141
O	-0.0149	-0.0184	0.015
O	0.0037	-0.0006	-0.0056
O	0.0056	-0.0033	0.0193
O	0.0004	0.0002	0.0014
O	0.011	-0.0051	0.0214
O	-0.0012	-0.0051	-0.0161
O	0.0014	-0.0044	-0.0229
O	0.0038	-0.0075	0.0333
O	0.0024	0.0016	-0.0151
O	0.0074	0.0069	-0.0141
O	0.002	0.0129	-0.0105
O	0.0013	-0.0087	-0.0173
O	0.0033	-0.0001	-0.0097
O	-0.0059	0.0043	-0.0177
O	-0.0085	0.0101	-0.0353
O	0.0025	-0.0011	0.0135
O	0.004	-0.0091	0.0125
O	-0.0014	0.0229	0.0323
O	-0.0312	0.0376	-0.0113
O	0.0326	0.0127	-0.0338
O	0.0083	0.0044	0.0131
O	-0.004	0.002	0.0171
O	0.0008	0.0044	0.0219
O	0.0072	0.0068	-0.0214
O	-0.0017	0.0032	0.0111
O	0.0017	-0.006	-0.0176
O	0.0103	-0.0018	-0.0112
O	0.0033	-0.0063	-0.0089
O	0.0014	0.0039	0.0461
O	-0.0001	-0.0011	-0.0037
O	0.0013	0.0034	-0.0303
O	-0.0086	0.0046	0.0109
O	-0.0009	-0.003	-0.0084
O	0.008	0.0047	-0.0399
O	-0.002	-0.0004	0.0052
O	0.0093	0.0076	-0.0107
O	0.004	0.0001	-0.0026
O	0.0017	0.0004	0.0013
O	0.0025	0.0016	0.0022
O	0.0054	-0.0032	-0.0055
O	-0.0172	0.0026	-0.0158
O	-0.004	0.0025	-0.012
O	-0.0054	-0.0026	0.005
O	0.0048	-0.0055	-0.0232
O	-0.0018	0.0061	-0.0433
O	0.0169	0.0027	-0.0198
O	0.0007	0.0089	-0.0101
O	0.0004	0.0037	0.0113
O	0.0077	0.0035	-0.0207
O	0.0023	0.0045	0.0008
O	0.0039	0.0004	-0.0182
O	0.0125	0.0163	0.0169
O	-0.009	0.0127	0.0231
O	-0.005	0.0055	-0.0188
O	-0.0018	-0.0031	0.0126
O	0.0057	-0.0081	-0.0065
O	0.0064	0.0047	-0.0225
O	-0.0019	-0.0085	-0.0036
O	-0.0064	0.0092	-0.0244
O	0.0044	-0.0026	0.0076
O	-0.003	0.0023	-0.0019
O	-0.0024	-0.0054	0.0016
O	-0.0051	0.0074	0.0176
O	0.0061	-0.0027	-0.0142
O	0.0316	-0.0107	-0.0396
O	-0.0007	-0.0014	-0.0028
O	0.0034	-0.0115	-0.0235
O	-0.0009	-0.0026	0.0052
O	0.0031	0.0071	0.0091
O	-0.0004	-0.0003	0.0118
O	-0.0037	0.0017	0.0082
O	-0.0005	-0.003	0.0014
O	-0.0082	0.0045	-0.0109
O	-0.008	-0.0144	-0.0221
O	0.0007	0.0001	-0.0034
O	-0.0076	-0.0186	0.0327
O	0.0042	0.0206	0.0468
O	0.0004	0.0047	0.0134
O	-0.0042	-0.0103	0.0151
O	0.003	0.0056	0.0113

The program warned: the cutoff lies below the one the program advises for these potential files; the forces do not sum to zero within the program's tolerance; empty levels may hold ghost states of the PAW files; the exchange-correlation potential is rough where the density is thin.
